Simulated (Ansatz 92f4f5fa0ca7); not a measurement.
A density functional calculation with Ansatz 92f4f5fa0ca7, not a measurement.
Periodic cell of 213 atoms, Si131O78As1H3, from a study of silicon, its oxide and their interface. The atomic structure is a simulated model.

Settings
functional: PBE
potential files: Ansatz PAW
basis: plane waves
wave-function cutoff: 700 eV
density cutoff ratio: 5
exchange-correlation grid ratio: 1
k mesh: 2 x 2 x 1, shifted by 0.5 0.5 0.5 of a step
self-consistency stop: 5e-08 eV per atom in the density residual
occupations: fixed
spin: none
net charge: 0

Cell vectors (angstrom)
a	10.938	0	0
b	0	10.938	0
c	0	0	31.231

Atoms and the computed forces on them: element, x, y, z (angstrom), force x, y, z (eV/angstrom)
Si	10.4314	0.5443	23.7575	-0.0065	0.0388	-0.0501
Si	6.1137	10.3365	23.8726	0.036	-0.0335	-0.0545
Si	2.2677	3.114	23.7706	-0.0337	0.023	-0.0561
Si	8.6348	2.3689	23.8063	0.0097	-0.0214	-0.0553
Si	0.6541	4.974	23.8543	0.0403	-0.0093	-0.0484
Si	4.9932	5.9384	23.8785	-0.0112	0.031	-0.0258
Si	3.2812	7.6374	23.9053	0.023	-0.0409	-0.0346
Si	7.7879	8.5329	23.8332	-0.0367	0.0279	-0.0601
Si	1.2839	1.4104	25.0743	-0.0111	0.0144	-0.0178
Si	6.9516	1.2745	25.0679	0.003	-0.0132	-0.0163
Si	4.0569	4.0916	25.0249	-0.0142	0.0355	-0.0049
Si	9.7034	4.07	25.0409	0.0413	-0.0047	-0.0098
Si	1.5163	6.7246	25.1668	0.015	0.0042	-0.0181
Si	6.783	6.8542	25.13	-0.0291	-0.0086	-0.0217
Si	4.219	9.4843	25.0421	0.0151	-0.0272	0.0065
Si	9.5606	9.6095	24.9922	-0.0233	0.0256	0.0051
Si	2.7538	-0.0271	26.3003	0.0074	-0.0141	0.0626
Si	8.2714	-0.0285	26.5243	0.0067	0.0042	-0.0184
Si	0.0257	2.7501	26.5517	-0.0006	-0.0093	-0.021
Si	5.4972	2.6961	26.3146	-0.0007	0.0045	0.0728
Si	2.7976	5.3868	26.5873	-0.0043	-0.013	-0.0008
Si	8.245	5.4426	26.3417	-0.0013	-0.0057	0.0725
Si	0.0403	8.1954	26.3188	-0.0088	0.0121	0.0591
Si	5.4986	8.2089	26.5722	0.008	0.006	0.0035
Si	4.1058	1.3532	27.7199	-0.0037	0.0035	0.0089
Si	9.6057	1.3559	27.875	-0.0052	-0.0075	-0.0158
Si	1.3849	4.0842	27.9146	0.0105	0.0089	0.0023
Si	6.8621	4.0721	27.7301	-0.0042	-0.0017	0.0068
Si	4.142	6.811	27.8936	0.0013	-0.0075	-0.0144
Si	9.5863	6.845	27.7304	0	0.0061	0.0084
Si	1.3941	9.558	27.7313	0.0052	0.0003	0.0114
Si	6.8718	9.5821	27.8832	-0.0171	-0.0143	-0.0066
Si	0.0416	-0.031	29.1767	0.0216	-0.0185	-0.0214
Si	5.4566	0.018	29.1719	-0.0078	0.0167	-0.0111
Si	2.768	2.6942	29.1881	0.0153	-0.023	-0.021
Si	8.2013	2.7301	29.177	-0.0258	0.0243	-0.0233
Si	-0.0147	5.4912	29.1789	-0.0179	0.0086	-0.0136
Si	5.5196	5.4266	29.1838	0.02	-0.0214	-0.023
Si	2.731	8.2027	29.1754	-0.0226	0.0261	-0.0216
Si	8.2335	8.1788	29.1812	0.024	-0.0129	-0.0153
Si	1.3673	1.3673	30.5472	0.1503	-0.2477	0.0173
Si	6.8362	1.3673	30.5472	-0.1231	0.0692	0.0353
Si	4.1018	4.1018	30.5472	0.1949	-0.1703	-0.0583
Si	9.5708	4.1018	30.5472	-0.0817	0.1169	-0.0155
Si	1.3673	6.8362	30.5472	-0.1018	0.0913	0.0539
Si	6.8362	6.8362	30.5472	0.2192	-0.1384	-0.0278
Si	4.1018	9.5708	30.5472	-0.0469	0.0688	-0.0343
Si	9.5708	9.5708	30.5472	0.2064	-0.1141	-0.0643
Si	2.7345	0	0.6835	-0.2078	0.2067	0.0725
Si	8.2035	0	0.6835	0.0147	-0.1484	-0.0567
Si	0	2.7345	0.6835	0.0971	-0.0944	-0.065
Si	5.469	2.7345	0.6835	-0.1767	0.1955	0.133
Si	2.7345	5.469	0.6835	0.1032	-0.1198	-0.0933
Si	8.2035	5.469	0.6835	-0.1715	0.1795	0.0939
Si	0	8.2035	0.6835	-0.1591	0.184	0.089
Si	5.469	8.2035	0.6835	0.1081	-0.1026	-0.1013
Si	4.0631	1.4022	2.0593	-0.0203	0.0084	0.0204
Si	9.5592	1.3697	2.0415	0.0188	-0.0194	0.0228
Si	1.3918	4.0782	2.0455	0.0199	0.0023	0.0146
Si	6.7949	4.1454	2.0585	-0.0204	0.0192	0.026
Si	4.1161	6.8223	2.0414	0.024	-0.0238	0.0318
Si	9.5383	6.8681	2.0563	-0.015	0.026	0.0175
Si	1.3432	9.5972	2.0539	-0.0269	0.0275	0.0257
Si	6.8379	9.5577	2.0533	0.0012	-0.0263	0.0147
Si	-0.0326	0.0262	3.4631	-0.0025	0.0047	0.0009
Si	5.4301	-0.0017	3.3475	0.0341	0.0299	0.0098
Si	2.7277	2.7613	3.5259	0.0103	0.0197	-0.0089
Si	8.1618	2.7448	3.3514	0.0003	-0.0004	0.012
Si	0.0035	5.4719	3.3197	-0.025	-0.0472	0.0092
Si	5.437	5.4932	3.5135	-0.0032	-0.0048	-0.0069
Si	2.7419	8.207	3.3393	0.0071	-0.0052	0.0184
Si	8.158	8.2021	3.5048	-0.0215	-0.0066	-0.0157
Si	1.3006	1.4065	4.8804	-0.0239	-0.0034	-0.0644
Si	6.7541	1.3942	4.6856	-0.0147	-0.0289	-0.0188
Si	4.0804	4.1547	4.9641	0.0057	0.0055	-0.0804
Si	9.5559	4.1225	4.6478	0.0311	0.0118	-0.0168
Si	1.3857	6.8184	4.6474	0.023	0.0023	0.0176
Si	6.7647	6.8671	4.9512	-0.0109	0.0122	-0.0615
Si	4.0833	9.5721	4.7082	-0.0033	-0.0099	0.0195
Si	9.5089	9.6204	4.852	-0.0087	0.0337	-0.0471
Si	2.6981	-0.0508	6.1065	0.012	-0.0167	0.0229
Si	8.0876	0.1203	6.1438	0.0102	0.032	0.0048
Si	-0.098	2.8524	6.1716	-0.0396	-0.0085	0.0096
Si	5.495	2.6987	6.2211	0.066	0.002	0.0215
Si	2.6641	5.6036	6.2519	-0.0219	0.0092	0.0048
Si	8.1924	5.3582	6.1129	-0.0139	-0.0694	0.0262
Si	0.0011	8.1364	6.0019	0.0174	-0.0157	0.0384
Si	5.3761	8.3352	6.2873	0.0028	0.0208	-0.0089
Si	4.4439	0.8701	7.3904	0.0107	-0.0448	0.0593
Si	8.9779	1.9606	7.3274	-0.0306	0.0097	0.0368
Si	0.7971	4.6804	7.3898	-0.0365	0.0268	0.0545
As	7.2341	3.6946	7.6183	0.0158	0.0036	0.0002
Si	3.5207	7.4668	7.5065	-0.0364	0.024	0.0593
Si	10.0154	6.349	7.232	0.0514	-0.01	0.0647
Si	1.667	9.1286	7.327	0.0149	-0.0258	0.0475
Si	6.2693	10.2622	7.4205	-0.0279	0.051	0.0587
H	9.3135	1.5822	8.7377	-0.0009	0.0027	-0.0224
O	3.9391	0.8356	8.9866	0.0004	0.0195	-0.0001
O	6.5741	10.3969	9.0715	-0.0037	-0.0305	-0.0012
O	0.8224	9.6606	8.6745	0.0203	-0.0127	0.0016
O	3.9585	7.115	9.0747	0.0061	0.0085	-0.013
O	9.7789	6.7457	8.8193	-0.011	0.0073	-0.0039
O	0.9825	4.5218	9.0384	0.0084	-0.0137	0.002
H	2.8239	7.9367	22.5162	-0.0028	0.0079	0.0063
H	5.3855	5.6113	22.4677	0.0007	-0.0065	0.0067
O	7.9847	3.1551	22.433	0.0265	-0.0118	0.0144
O	0.1496	11.0624	22.2859	-0.019	-0.0092	0.0003
O	0.4998	5.669	22.338	-0.0232	-0.0239	-0.0114
O	2.584	2.5139	22.2311	0.0083	0.0083	0.0045
O	5.8942	-0.1425	22.3041	-0.0157	-0.0107	-0.0006
O	8.1472	7.88	22.3291	0.0181	0.0154	-0.0078
Si	10.9834	9.2172	13.9822	-0.0048	-0.003	-0.0006
Si	5.8967	8.1417	16.4005	0.0034	0.001	0.0003
Si	9.1685	0.9529	19.1509	0.0009	0.0001	-0.0039
Si	3.2464	7.1153	17.5604	0.001	-0.0001	0.0006
Si	2.2896	4.5821	18.9964	-0.0005	0.0028	0.0028
Si	0.7148	2.4336	14.565	0.0006	0.0033	-0.0049
Si	7.1612	5.7711	11.5948	0.0043	-0.0031	-0.0024
Si	8.6449	3.1565	20.9366	0.0019	0.0039	-0.0007
Si	5.503	3.3532	12.0139	0.0027	-0.0016	-0.005
Si	1.2419	3.6974	10.4078	-0.0062	-0.001	0.0035
Si	2.4639	0.7635	18.2936	-0.0008	0	-0.0016
Si	2.9672	9.3925	19.7164	0.005	-0.002	0.0025
Si	5.9683	3.576	16.146	0.0011	-0.0002	0.0015
Si	3.1316	2.2925	20.7174	0.0043	0.0011	-0.0042
Si	7.2861	5.969	14.6343	0.0001	0.0045	-0.0041
Si	6.1686	1.2375	14.3014	0.0024	0.0003	0.0019
Si	9.9751	4.8027	15.6464	-0.0012	0.0014	0.0003
Si	8.3592	3.6455	18.0763	0	0.0048	-0.0009
Si	10.7236	1.5147	11.7286	-0.0038	0.0072	-0.0084
Si	4.0027	10.0084	14.6592	0.0008	-0.0022	-0.0028
Si	3.5942	1.5624	10.3948	0.0042	0.0044	0.0019
Si	6.8009	9.4004	10.3336	-0.0015	0.0047	0.0003
Si	5.1414	-0.1693	20.8794	0.0007	-0.0002	0.002
Si	0.5403	9.6195	10.2666	-0.0026	0.0028	0.0035
Si	2.4657	10.0855	12.219	0.0066	-0.0013	-0.0007
Si	8.9208	7.8869	20.8895	-0.0032	-0.0051	-0.0012
Si	7.2794	9.565	18.8735	-0.0012	-0.0024	-0.004
Si	8.4342	10.6993	12.8307	-0.0032	0.0004	0.0008
Si	3.0523	5.4044	12.399	-0.002	-0.0012	0.0024
Si	10.7667	5.2877	20.9059	-0.0007	0.0019	-0.0002
Si	9.1748	7.4578	10.1222	-0.0012	-0.0066	0.0038
Si	1.4755	6.6324	14.908	0.003	-0.0004	-0.0023
Si	4.7117	7.2375	10.5103	0.0041	0.0012	0.0128
Si	2.8977	3.0963	16.5144	0	0.0009	-0.0036
Si	1.1603	10.6763	16.0416	-0.0033	-0.0037	0.0056
Si	0.1146	10.3094	20.8451	0.0006	-0.0022	-0.0071
O	7.8367	8.2938	9.738	0.0142	0.0044	0.0218
O	10.0522	9.042	20.9346	-0.0044	0.0019	-0.0036
O	8.0898	4.0443	19.6595	0.0093	-0.029	-0.0047
O	4.822	7.2511	17.2147	-0.0042	0.0212	-0.0158
O	11.0156	9.5498	15.5909	0.016	0.012	-0.0198
O	9.3614	4.5807	17.1608	-0.0114	-0.0082	-0.0212
O	3.1924	1.61	17.1143	-0.0202	0.0031	0.0032
O	4.1144	9.4609	20.8871	0.012	0.011	0.0015
O	0.7465	1.9947	12.9916	-0.0159	-0.0025	0.0288
O	8.4893	1.5819	20.5092	-0.0022	0.0123	-0.0191
O	3.2868	3.778	20.0322	-0.0192	-0.002	-0.0008
O	0.9588	5.1854	19.7255	0.0072	-0.0081	0.0073
O	3.1294	0.5148	11.5838	-0.0014	-0.0057	-0.0116
O	2.3716	7.2338	16.1655	0.0119	-0.0055	0.0069
O	6.0249	2.3095	13.1176	-0.0025	-0.0087	0.0098
O	8.4714	10.5948	18.49	0.0005	0.0037	0.0134
O	6.6652	9.085	17.4588	-0.0074	-0.0072	0.0062
O	5.0745	9.0004	15.3048	-0.0047	0.0025	0.0131
O	6.229	10.4761	19.714	0	-0.0127	0.0094
O	3.65	6.7387	11.6518	0.009	-0.0222	-0.0071
O	0.6273	7.6846	13.9502	0.0069	0.0012	0.0054
O	10.3058	8.5326	10.6762	0.0111	0.0086	-0.0264
O	10.3831	3.4078	14.8901	0.0198	0.0055	0.008
O	4.7378	0.4901	14.4313	0.0049	-0.0159	-0.0002
O	1.9529	9.1532	10.98	-0.0195	0.0247	0.0028
O	9.4805	9.5382	13.3868	0.0049	0.0255	0.0041
O	2.6673	10.2412	15.5619	-0.0019	-0.008	-0.0064
O	4.4656	1.3373	20.7406	-0.0189	0.0028	0.0033
O	6.0249	6.2713	10.5358	-0.0154	0.0158	0.0156
O	2.0786	1.5766	19.6635	0.0225	-0.0133	-0.0039
O	3.5328	10.5577	18.7067	-0.0295	0.0107	-0.003
O	4.9118	2.4423	10.7958	-0.0209	0.0037	0.0154
O	0.5343	1.1042	15.4488	0.0105	0.0169	-0.0048
O	2.3647	2.57	10.107	-0.0006	0.0045	0.0124
O	4.2972	4.3359	12.5549	-0.003	0.004	-0.0203
O	6.372	4.6841	15.0276	0.019	0.0058	0.0136
O	2.742	8.1356	18.7323	0.0047	0.0037	-0.0112
O	8.8618	5.5713	14.7377	-0.0099	-0.0092	0.0173
O	5.3447	8.7437	10.755	0.0123	-0.0077	-0.0186
O	6.8833	4.1579	11.6144	-0.0136	0.0121	0.0125
O	6.9309	6.3902	13.0979	0.0107	-0.0198	-0.0011
O	0.2158	0.2238	10.7772	0.0049	-0.0149	0.0002
O	6.8413	3.7765	17.4995	0.0029	0.0083	-0.025
O	1.1904	-0.0362	17.6498	0.0233	0.0075	-0.0092
O	10.1647	3.766	21.0913	-0.0057	0.011	0.0008
O	6.3866	2.0699	15.6801	-0.0094	0.0076	-0.0184
O	9.254	1.0928	12.3155	0.0075	-0.0232	0.0075
O	7.8392	8.2666	19.7117	0.0096	0.022	0.0072
O	1.8814	3.7377	17.64	0.0065	0.0025	-0.0088
O	1.8072	4.7293	11.5573	0.0212	-0.0053	-0.0051
O	4.3634	3.7877	16.3751	0.0024	-0.0155	-0.0004
O	2.148	3.0921	15.0542	-0.0142	-0.0054	0.0225
O	1.5759	9.7156	20.4736	-0.0045	0.0031	-0.0018
O	7.4937	10.1274	11.6195	0.0028	-0.0025	0.0004
O	10.6021	0.4317	19.6982	0.0089	-0.0201	0.0181
O	3.5715	9.4041	13.1978	-0.0108	0.0266	0.0115
O	10.7939	2.8827	10.8113	0.02	-0.0035	-0.0105
O	9.6367	6.4372	20.5716	0.0107	0.0112	0.0141
O	6.985	7.2175	15.6289	-0.0129	-0.0118	-0.0064
O	1.1016	10.2042	13.1756	-0.0125	-0.0252	0.0021
O	7.4252	0.2238	14.035	-0.0069	0.0126	-0.018
O	0.3881	5.7027	15.6876	-0.0121	-0.0068	-0.0147
O	9.1074	2.17	18.0508	-0.0121	0.0044	0.023
O	2.4738	5.8406	13.873	-0.0055	0.0099	-0.0095
O	8.6698	6.2631	11.1456	-0.0214	0.0104	-0.0101
O	3.213	5.7277	18.3647	-0.0142	-0.0036	0.0092

Results
free energy: -132558.396 eV
free energy less fixed offsets of As -4857.07, H -17.10, O -569.03, Si -635.61 eV per atom: -0.776 eV

The program warned: the cutoff lies below the one the program advises for these potential files; the forces do not sum to zero within the program's tolerance; the exchange-correlation potential is rough where the density is thin.
